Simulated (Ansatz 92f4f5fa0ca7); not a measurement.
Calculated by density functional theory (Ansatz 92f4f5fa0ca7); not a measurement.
Periodic cell of 171 atoms, Si99O72, from a study of silicon, its oxide and their interface. The atomic structure is a simulated model.

Settings: functional r2SCAN; potential files Ansatz norm-conserving; basis plane waves; wave-function cutoff 1300 eV; density cutoff ratio 4; exchange-correlation grid ratio 1; k mesh 2 x 2 x 1, shifted by 0.5 0.5 0.5 of a step; self-consistency stop 5e-08 eV per atom in the density residual; occupations Fermi-Dirac, 0.05 eV; spin none; net charge 0.

Cell vectors (angstrom)
a 11.5403 0 0
b 0 11.5403 0
c 2.1343 0.2588 23.3439

Atoms and the computed forces on them: element, x, y, z (angstrom), force x, y, z (eV/angstrom)
Si 1.7931 -0.5303 0.6227 -0.1135 -0.3678 -0.5498
Si 2.1598 5.0502 0.5431 0.2799 0.489 0.092
Si 1.6322 8.0792 1.344 -0.2206 0.0207 -0.7607
Si 5.2948 -0.2685 0.7188 0.0813 -0.0643 -0.337
Si 5.9493 3.7907 0.7418 0.3465 0.2943 0.1635
Si 5.3179 8.245 1.0599 -0.0838 0.0071 -0.5149
Si 9.2089 -0.3301 0.7716 -0.0614 -0.3138 -0.2892
Si 9.3752 4.7786 0.7076 0.0425 0.2715 -0.0301
Si 9.2797 8.0091 0.9943 0.1742 0.172 -0.4049
Si 3.5009 0.0809 2.178 0.0451 0.0324 -0.3952
Si 3.8035 4.0534 2.0425 0.1017 0.0873 -0.2813
Si 3.5796 8.0744 2.573 0.1263 0.0612 -0.0915
Si 7.292 0.1671 2.0605 -0.132 -0.2185 -0.066
Si 7.6164 4.3287 2.2741 -0.1445 -0.3408 -0.1895
Si 7.3466 8.032 2.286 -0.4305 -0.0306 -0.1513
Si 11.2953 0.151 1.8461 0.0662 -0.1112 -0.2617
Si 11.5 4.2605 1.762 -0.2642 0.197 -0.3253
Si 11.1399 8.0557 2.4248 0.1437 -0.0162 -0.1407
Si 3.5504 2.1023 3.4146 0.0237 0.0151 0.0049
Si 3.6979 5.9714 3.5395 0.1829 -0.1853 0.0673
Si 3.5565 10.0029 3.8119 0.0065 0.0123 0.3138
Si 7.4587 2.1579 3.4144 -0.0198 0.0311 -0.1041
Si 7.4028 6.147 3.6461 -0.013 -0.0176 -0.0098
Si 7.3361 9.9686 3.6349 -0.094 0.2754 -0.0118
Si 11.3242 2.1858 3.1864 0.009 -0.0107 -0.2358
Si 11.317 5.9745 3.449 0.1011 -0.1208 0.0875
Si 11.2309 10.075 3.5822 0.0331 0.0572 0.1687
Si 1.6088 2.1348 4.7614 0.0596 0.0624 0.0611
Si 1.7103 6.0419 4.8095 -0.1017 -0.1648 -0.1365
Si 1.5771 10.0306 5.0193 -0.0139 0.0231 -0.0039
Si 5.5059 2.1111 4.8353 0.0147 0.0955 -0.0936
Si 5.5092 6.0322 4.9937 -0.0208 -0.0582 -0.0785
Si 5.4933 10.0101 5.101 0.0641 -0.0539 -0.1034
Si 9.4185 2.1162 4.7218 -0.026 0.0867 0.0249
Si 9.3977 6.0287 4.8321 0.0065 -0.1349 -0.1686
Si 9.3035 10.0504 4.9352 -0.0099 0.0593 -0.0431
Si 1.6204 0.371 6.4513 0.0021 -0.0475 -0.0337
Si 1.6919 4.0832 6.0777 -0.0623 -0.0878 0.0449
Si 1.6107 8.0009 6.1463 0.1379 0.1074 0.1179
Si 5.503 0.3592 6.5176 -0.0024 -0.023 -0.0038
Si 5.489 4.0267 6.2018 -0.0619 -0.0851 0.0958
Si 5.4816 7.9967 6.2472 -0.0747 0.2061 0.1088
Si 9.3464 0.3764 6.4094 -0.0308 -0.0716 -0.0477
Si 9.318 4.0454 6.0697 -0.08 0.0269 0.086
Si 9.3951 8.0067 6.0606 0.1344 0.0321 0.1545
Si 3.5435 0.3894 7.9381 0.0222 0.0031 0.0825
Si 3.5471 4.0452 7.5563 0.0443 -0.0732 -0.2665
Si 3.5138 8.0584 7.5102 -0.0286 0.1558 -0.2513
Si 7.4504 0.3256 7.9145 -0.0175 0.0505 0.0884
Si 7.4216 3.9588 7.524 -0.0069 -0.2982 -0.3014
Si 7.5043 7.9383 7.4064 0.1459 0.0446 -0.3618
Si 11.2386 0.3434 7.854 0.0028 -0.0665 0.2146
Si 11.2745 4.1709 7.3219 0.0723 -0.0897 -0.3941
Si 11.2321 8.0643 7.4936 -0.1329 0.1461 -0.1942
Si 3.5409 2.4434 9.3285 -0.1012 0.0918 0.1362
Si 3.5257 6.0794 8.6707 -0.0498 -0.0354 0.2726
Si 3.5045 9.793 9.1116 -0.0272 -0.1828 0.3528
Si 7.3469 2.3482 9.3023 0.1093 0.0986 0.1048
Si 7.4296 5.9769 8.6103 0.025 0.1221 0.205
Si 7.5529 9.6484 8.9571 0.0326 -0.0772 0.162
Si 11.2605 2.5132 8.8846 -0.049 0.014 0.0594
Si 11.2585 6.0775 8.6297 -0.0616 -0.0405 0.0896
Si 11.1788 9.7556 9.1521 -0.0835 -0.0553 0.1571
Si 1.4773 3.1421 10.3487 -0.067 0.1701 0.7081
Si 1.6019 6.1804 9.9731 0.1372 0.043 0.9551
Si 1.5428 9.2712 10.4511 0.1056 -0.2304 0.273
Si 5.4473 3.0979 10.732 0.0088 0.3218 0.4903
Si 5.4977 6.0829 9.8847 -0.1091 0.0283 0.9226
Si 5.5831 9.0989 10.0671 0.0528 -0.1628 0.419
Si 9.4179 2.9513 10.2651 0.1012 0.2891 0.6067
Si 9.3384 5.9616 9.9004 0.0239 -0.1779 1.0232
Si 9.2689 8.9986 10.5784 -0.0964 -0.1633 0.5934
Si 3.3825 -0.3522 14.116 -0.1427 0.0686 0.3247
Si 8.3029 11.3164 15.8614 0.0318 0.0442 0.1135
Si 5.2967 1.6594 13.6222 -0.1617 -0.0135 0.26
Si 1.2974 5.9653 15.8291 0.0187 0.0508 -0.2694
Si -1.2448 6.9133 15.3854 -0.0689 0.0539 -0.0197
Si 0.6646 -0.7975 13.1606 -0.0125 -0.1513 0.4623
Si 11.1645 2.0419 12.4871 -0.0126 0.0586 0.065
Si -1.185 -0.5922 18.1176 0.032 -0.0494 -0.0267
Si 5.4739 0.3458 18.7713 -0.1157 -0.0543 -0.261
Si 1.4206 3.0418 19.5225 -0.038 -0.1668 -0.1651
Si 10.5477 1.6513 19.9274 -0.0716 0.0166 -0.12
Si 9.648 -2.1673 13.7029 0.1919 -0.1824 0.278
Si 11.4316 2.0652 17.3588 -0.0729 0.0689 -0.1718
Si 6.7713 2.1058 16.376 0.145 0.149 0.0323
Si 10.2686 7.8368 18.3973 -0.0015 0.0677 -0.1011
Si 6.0615 4.6515 17.9823 0.1797 0.041 -0.1192
Si 3.5399 6.5019 17.6317 0.096 0.1068 -0.0901
Si 7.4274 7.0237 19.3744 0.052 0.075 -0.2842
Si 10.2607 2.5315 22.6503 -0.1337 -0.0485 -0.0269
Si 5.669 -1.7754 15.3701 -0.008 -0.1769 0.3423
Si 0.9028 5.7587 18.748 -0.1904 -0.0453 0.0133
Si 6.7756 6.0646 22.3522 0.1849 0.1168 -0.0947
Si 4.4233 2.7143 19.9062 -0.1207 0.0016 -0.2771
Si 5.706 0.8539 21.682 -0.0029 -0.0192 -0.0718
Si -0.385 4.0276 14.8805 0.0364 0.0768 0.213
Si 5.565 -1.1641 12.7596 0.049 -0.1136 0.1072
Si 5.2883 8.8249 17.9908 0.0737 -0.0796 -0.1228
O 1.5862 7.6195 10.878 -0.0618 0.3228 -0.6934
O 7.8971 4.9316 22.7098 -0.2868 -0.1474 0.2894
O 3.1468 5.1454 -0.8283 -0.2317 -0.0187 0.4248
O 6.9863 0.8169 22.6791 0.153 -0.1739 0.3448
O 2.5079 6.0202 18.7974 -0.0724 -0.0294 -0.2653
O 6.4571 8.2486 18.9304 0.0058 -0.1809 -0.0126
O 5.3702 -1.8626 0.218 -0.037 0.1428 0.6405
O 1.6754 6.64 0.5449 0.2496 -0.5648 0.1206
O 5.395 3.7811 19.176 -0.0964 -0.074 0.0097
O 10.3051 2.4428 18.5043 0.347 -0.3328 0.2341
O 4.932 7.046 0.0172 -0.0165 -0.0882 -0.1164
O 9.0351 3.6367 -0.4776 -0.1457 0.0018 0.0165
O 9.7039 2.3253 21.1225 0.3012 -0.0218 0.3806
O 6.0224 -2.2868 13.8638 -0.1156 0.582 -0.1224
O 0.5833 5.4099 17.1934 0.2163 0.1341 0.0915
O 9.3193 6.4432 0.2425 -0.0401 -0.0813 0.453
O 9.2557 9.5699 0.2206 -0.0407 0.0787 0.5352
O 4.2183 -1.0029 15.3678 0.1711 0.0433 -0.411
O 3.9187 7.9888 18.1689 0.1712 -0.1994 -0.1216
O 11.3769 0.4075 17.2663 -0.1992 0.1484 0.2058
O 1.5645 4.7546 10.8641 -0.0339 -0.3185 -0.7543
O 1.0314 2.3164 11.7059 -0.0591 0.2023 -0.1434
O 9.1093 9.5204 12.1661 0.0685 -0.1338 -0.5895
O 6.0675 -1.4592 11.2943 -0.1827 -0.2091 0.0441
O -0.2086 0.5645 13.113 0.0883 0.0301 -0.0749
O 9.8477 1.9814 11.5322 -0.0239 0.316 -0.1412
O 6.1197 0.296 13.233 -0.2023 -0.0391 -0.0389
O 0.3742 7.1852 15.2514 -0.1468 -0.399 0.1961
O 5.4955 4.7611 10.9023 0.0078 -0.3907 -0.5717
O 8.9661 0.8993 -0.3419 -0.1425 0.0542 -0.0449
O 8.1855 1.4229 15.849 -0.2864 -0.2247 0.0851
O 9.3666 4.5533 10.8204 0.0051 -0.2621 -0.8394
O 1.3154 10.2906 11.7407 0.0663 -0.3504 -0.1253
O 5.5175 7.5404 10.7136 0.0311 0.3538 -0.7817
O 9.3338 7.343 10.8299 -0.0169 0.3898 -0.5146
O 6.3282 1.1694 17.6523 -0.0982 -0.0204 -0.0185
O 5.6712 8.5494 16.4222 -0.0515 0.3369 0.1049
O 2.7828 6.5001 16.1712 -0.1755 -0.1218 0.3705
O 3.9287 -1.1181 12.7728 0.349 0.17 0.1818
O 5.3995 2.6418 12.3361 0.0313 -0.0248 -0.5251
O 1.1358 4.6819 14.8295 -0.3895 0.1475 0.2485
O 9.4454 7.8797 14.375 0.1225 0.2864 -0.0646
O 1.6659 9.3737 0.3031 0.0871 0.2543 0.7999
O 9.8628 7.3029 16.9101 0.2382 0.0038 -0.0231
O 9.0357 -0.9553 14.6146 -0.0074 -0.128 -0.1149
O 5.0538 -1.1338 18.2609 0.1471 0.0108 0.0605
O 11.4891 7.0153 19.1133 0.0607 -0.128 -0.2026
O 11.0598 2.8544 16.0137 0.1328 0.1434 -0.0916
O 8.9454 7.592 19.3053 -0.1077 -0.0525 -0.0521
O 2.9127 3.2621 20.1007 0.0405 -0.0789 -0.0431
O 6.7852 -0.7434 15.8747 -0.0792 -0.0764 -0.1219
O 3.7366 1.2328 13.9243 0.3591 -0.2883 -0.1165
O 0.6298 4.4692 19.6899 0.2407 -0.0003 -0.1926
O 7.217 5.6922 18.4548 -0.1717 0.173 0.1837
O 1.8135 -0.5755 14.2956 -0.0334 -0.0244 -0.4943
O 8.9724 10.8792 17.2722 0.1254 0.1272 -0.0461
O 4.8297 5.5463 17.3959 -0.0568 0.0501 0.2022
O 5.8416 2.2296 15.0387 0.0326 -0.197 -0.1756
O 8.9179 2.6804 23.5865 -0.2883 0.2743 -0.2466
O 0.5951 1.8816 20.3252 -0.1727 0.1841 -0.1698
O 7.0259 6.5993 20.8656 -0.0981 -0.1118 0.2775
O 6.793 3.644 16.9285 -0.1818 -0.1566 0.1426
O 10.7826 -2.1479 18.3312 -0.168 0.003 -0.0271
O 4.4092 0.2159 22.4547 0.0817 0.0788 0.3739
O 10.8573 3.2542 13.5111 0.1648 -0.333 -0.2001
O 6.1625 0.1599 20.2513 -0.2719 0.251 0.287
O 12.8923 2.5655 17.9371 -0.2246 0.0878 0.3792
O -1.4412 5.2951 15.0836 0.3664 0.007 0.0031
O 5.1864 2.3595 21.2996 0.0106 -0.15 -0.0625
O 11.2549 -1.9809 13.693 -0.0497 0.2305 -0.2357
O 4.1976 1.3297 19.0428 0.3529 0.192 0.2309
O 10.1934 0.0831 19.6116 0.1246 0.3044 -0.1929

Results
free energy: -45071.826 eV
free energy less fixed offsets of O -463.61, Si -117.95 eV per atom: -14.856 eV
pressure: -2.29 GPa
stress xx, yy, zz, yz, xz, xy (GPa, positive in tension): 0.77, 4.61, 1.5, 0.26, -0.13, -0.35
